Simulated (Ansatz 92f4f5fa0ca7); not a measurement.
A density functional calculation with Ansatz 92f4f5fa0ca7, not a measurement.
Periodic cell of 221 atoms, Si132O88H1, from a study of silicon, its oxide and their interface. The atomic structure is a simulated model.
Doubt: the cutoff is far below the 930 eV that the study's wrapper takes by default for these files, so forces and energies are approximate.

Settings
functional: PBE
potential files: Ansatz PAW
basis: plane waves
wave-function cutoff: 580 eV
density cutoff ratio: 5
exchange-correlation grid ratio: 1
k mesh: 1 x 1 x 1, Gamma-centred
self-consistency stop: 5e-08 eV per atom in the density residual
occupations: fixed
spin: none
net charge: +1 e, with a uniform compensating background and no finite-size correction

Cell vectors (angstrom)
a, 10.938, 0, 0
b, 0, 10.938, 0
c, 0, 0, 32.3133

Atoms and the computed forces on them: element, x, y, z (angstrom), force x, y, z (eV/angstrom)
Si, -0.1202, 0.1873, 24.7676, -0.0473, 0.0698, 0.0471
Si, 5.6829, -0.2807, 24.7384, 0.0408, -0.0448, 0.0991
Si, 2.4283, 2.9904, 24.9219, -0.05, 0.0416, 0.0715
Si, 8.539, 2.4409, 24.5973, 0.0394, -0.0575, 0.1287
Si, 0.1763, 5.2129, 24.9482, 0.0296, -0.0321, 0.096
Si, 5.296, 5.8254, 24.8938, -0.0477, 0.0221, 0.0791
Si, 2.9317, 7.9478, 24.8635, 0.0468, 0.0017, 0.1189
Si, 7.8984, 8.3977, 24.9945, -0.0722, 0.0843, 0.0534
Si, 1.3371, 1.3674, 26.2073, -0.0068, 0.0058, -0.0077
Si, 6.8584, 1.3756, 25.9858, 0.0089, -0.0127, -0.0265
Si, 4.1295, 4.1293, 26.1084, -0.0095, -0.0022, -0.0079
Si, 9.5112, 4.0216, 26.1419, 0.0281, -0.0057, -0.0227
Si, 1.3649, 6.8126, 26.2069, 0, -0.0197, -0.0161
Si, 6.7843, 6.8793, 26.3484, -0.0351, 0.0225, 0.0112
Si, 4.075, 9.5878, 26.1287, 0.0085, -0.0045, -0.0188
Si, 9.6044, 9.576, 26.1149, 0.0013, 0.0021, -0.0049
Si, 2.7325, 0.0063, 27.5204, 0.0016, 0.0018, -0.0131
Si, 8.2067, 0.0208, 27.4718, -0.0149, 0.0044, 0.0273
Si, -0.0314, 2.7303, 27.557, -0.0012, 0.0079, -0.0055
Si, 5.4977, 2.7242, 27.4479, -0.0047, 0.0148, 0.0105
Si, 2.7603, 5.453, 27.5432, 0.0005, -0.007, -0.0005
Si, 8.2069, 5.4436, 27.5334, -0.0209, -0.0082, 0.0043
Si, -0.0027, 8.2108, 27.5177, -0.0005, 0.0025, 0.0004
Si, 5.4007, 8.264, 27.5967, 0.02, 0.0021, -0.0194
Si, 4.1018, 1.3673, 28.895, 0.2296, 0.0814, -0.2936
Si, 9.5708, 1.3673, 28.895, -0.2528, -0.144, 0.1591
Si, 1.3673, 4.1018, 28.895, -0.02, -0.0267, 0.0941
Si, 6.8362, 4.1018, 28.895, -0.0827, -0.2381, -0.0966
Si, 4.1018, 6.8362, 28.895, -0.2399, 0.0054, 0.4327
Si, 9.5708, 6.8362, 28.895, 0.0673, -0.0729, -0.0647
Si, 1.3673, 9.5708, 28.895, 0.0147, -0.0077, -0.0128
Si, 6.8362, 9.5708, 28.895, 0.095, 0.3815, 0.0447
Si, 0, 0, 30.2623, -0.0459, -0.0034, -0.0577
Si, 5.469, 0, 30.2623, 0.1314, 0.0549, -0.0194
Si, 2.7345, 2.7345, 30.2623, -0.0212, 0.0455, -0.0598
Si, 8.2035, 2.7345, 30.2623, -0.0092, -0.0728, -0.031
Si, 0, 5.469, 30.2623, 0.0714, 0.0414, -0.0202
Si, 5.469, 5.469, 30.2623, -0.0277, 0.0367, -0.0679
Si, 2.7345, 8.2035, 30.2623, -0.0124, -0.1137, -0.0051
Si, 8.2035, 8.2035, 30.2623, -0.0294, 0.0112, -0.0785
Si, 1.3673, 1.3673, 31.6295, 0.0065, -0.0456, 0.0149
Si, 6.8362, 1.3673, 31.6295, -0.0435, 0.0437, 0.0147
Si, 4.1018, 4.1018, 31.6295, 0.0117, 0.0019, 0.0143
Si, 9.5708, 4.1018, 31.6295, -0.0474, -0.0187, -0.0092
Si, 1.3673, 6.8362, 31.6295, -0.0369, 0.0417, 0.0238
Si, 6.8362, 6.8362, 31.6295, 0.0164, -0.0213, 0.0107
Si, 4.1018, 9.5708, 31.6295, -0.0248, 0.0037, -0.0045
Si, 9.5708, 9.5708, 31.6295, 0.0307, -0.0327, 0.012
Si, 2.7345, 0, 0.6835, 0.0409, -0.0153, -0.0003
Si, 8.2035, 0, 0.6835, -0.0174, 0.012, -0.0147
Si, 0, 2.7345, 0.6835, 0.012, 0.0409, -0.0075
Si, 5.469, 2.7345, 0.6835, 0.0462, -0.0417, -0.0107
Si, 2.7345, 5.469, 0.6835, -0.0025, 0.0289, -0.0063
Si, 8.2035, 5.469, 0.6835, 0.0392, 0.0227, 0.006
Si, 0, 8.2035, 0.6835, 0.0096, -0.0322, -0.0026
Si, 5.469, 8.2035, 0.6835, -0.0263, 0.0148, -0.0091
Si, 4.1018, 1.3673, 2.0507, 0.0147, 0.0844, 0.0035
Si, 9.5708, 1.3673, 2.0507, -0.0079, -0.0464, 0.0573
Si, 1.3673, 4.1018, 2.0507, -0.0362, -0.0543, 0.0651
Si, 6.8362, 4.1018, 2.0507, -0.0355, 0.0055, 0.0122
Si, 4.1018, 6.8362, 2.0507, 0.046, -0.0231, 0.0509
Si, 9.5708, 6.8362, 2.0507, -0.057, 0.0271, 0.0046
Si, 1.3673, 9.5708, 2.0507, -0.0464, 0.0034, 0.0022
Si, 6.8362, 9.5708, 2.0507, 0.0402, -0.019, 0.0666
Si, 0, 0, 3.418, 0.2877, 0.0601, -0.1332
Si, 5.469, 0, 3.418, -0.0926, 0.1591, 0.069
Si, 2.7345, 2.7345, 3.418, 0.1929, -0.0895, -0.0461
Si, 8.2035, 2.7345, 3.418, 0.0276, 0.1325, 0.0265
Si, 0, 5.469, 3.418, 0.0045, -0.0105, 0.1748
Si, 5.469, 5.469, 3.418, -0.1245, -0.0471, -0.0893
Si, 2.7345, 8.2035, 3.418, -0.1436, -0.0126, 0.1731
Si, 8.2035, 8.2035, 3.418, 0.0887, -0.1967, -0.4449
Si, 1.4205, 1.3379, 4.796, -0.0361, 0.0002, 0.0136
Si, 6.8127, 1.4087, 4.7904, -0.0036, -0.0009, -0.0263
Si, 4.0789, 4.1153, 4.804, 0.0005, -0.0145, -0.0032
Si, 9.5894, 4.0815, 4.8113, -0.0197, -0.0009, 0.01
Si, 1.3756, 6.8128, 4.8244, -0.0162, -0.0192, -0.0088
Si, 6.8624, 6.8178, 4.7443, -0.0739, -0.0393, 0.0425
Si, 4.0707, 9.6028, 4.789, -0.0011, -0.0186, 0.0265
Si, 9.6136, 9.5169, 4.7291, 0.0376, 0.0852, 0.0224
Si, 2.745, -0.0232, 6.2732, 0.0217, -0.012, -0.0319
Si, 8.2851, 0.0347, 5.9971, 0.0075, 0.0335, -0.0417
Si, 0.0985, 2.7547, 6.1522, 0.014, 0.0146, -0.0044
Si, 5.4558, 2.7756, 6.203, -0.0047, -0.0254, 0.0047
Si, 2.7114, 5.4547, 6.2469, -0.0031, 0.0227, -0.0216
Si, 8.1891, 5.4376, 6.1616, 0.028, 0.029, -0.0126
Si, -0.0019, 8.1686, 6.1815, 0.0231, -0.0078, 0.0265
Si, 5.4637, 8.2128, 6.0495, 0.021, 0.0154, -0.057
Si, 3.8641, 1.66, 7.536, -0.028, 0.0254, -0.0463
Si, 9.9394, 1.0551, 7.303, 0.0236, 0.0292, 0.0535
Si, 1.5679, 3.8844, 7.6665, 0.0411, -0.0826, -0.0376
Si, 6.577, 4.3895, 7.5321, -0.0331, 0.026, -0.0395
Si, 4.3579, 6.6607, 7.418, 0.0503, -0.0104, -0.0573
Si, 9.243, 7.0953, 7.4429, 0.0025, -0.0163, -0.1011
Si, 1.1552, 9.6761, 7.5774, -0.0162, 0.0099, -0.0467
Si, 7.0976, 9.4051, 7.209, -0.1261, -0.0827, 0.188
O, 1.3202, 4.1304, 24.4524, 0.0189, -0.0017, -0.0443
O, 6.8369, 9.5225, 24.4251, 0.0065, -0.007, -0.0197
O, 2.7074, 2.738, 8.0338, -0.0172, 0.058, 0.0352
O, 8.106, 8.2411, 7.7496, 0.0663, 0.1051, -0.0574
O, 5.47, 5.5535, 7.9314, -0.0044, -0.0043, 0.0453
O, 0.0242, -0.095, 7.9382, 0.0129, -0.0531, 0.049
O, 4.1168, 6.8892, 24.4196, 0.015, -0.0276, -0.0424
O, 9.6871, 1.2925, 24.2975, 0.0199, -0.0285, -0.0134
O, 1.6535, 8.9265, 8.9887, 0.0415, -0.034, 0.0739
O, 0.9071, 4.3926, 9.1068, -0.0302, 0.0407, 0.079
O, 9.2696, 1.8023, 8.612, 0.0325, -0.0369, -0.019
O, 6.6215, 10.1017, 8.6669, 0.3479, 0.0621, 0.665
O, 4.5999, 1.1833, 8.9365, 0.0091, -0.0276, 0.0491
O, 3.8045, 7.3895, 8.772, -0.0252, -0.009, 0.0255
O, 7.1647, 3.8473, 8.9662, 0.0163, 0.0014, 0.0426
O, 9.5838, 6.6591, 8.9762, -0.0033, 0.0003, 0.1336
O, 2.9105, 2.2649, 23.5241, 0.0163, -0.0014, -0.0623
O, 5.1027, 0.1657, 23.2723, -0.0307, 0.0186, -0.1129
O, 8.1675, 2.9859, 23.0887, -0.0265, 0.0317, -0.1309
O, 10.3568, 5.7531, 23.6009, -0.0334, 0.0391, -0.0505
O, 8.3027, 7.4979, 23.6982, 0.0334, -0.0343, -0.0357
O, 2.2773, 8.4934, 23.4617, -0.0454, 0.0218, -0.0642
O, 6.1733, 5.4639, 23.5381, 0.0173, -0.0211, -0.0743
O, 0.6331, 10.5743, 23.4001, 0.0354, -0.0512, -0.055
Si, 3.04, 8.431, 9.748, -0.0157, 0.0747, 0.0016
Si, 7.5291, 3.9568, 10.5518, 0.0113, -0.0053, -0.0003
Si, -1.1787, 3.8662, 15.9147, -0.0015, 0.0002, 0.0428
Si, 3.3885, 2.9532, 22.1243, 0.0038, -0.0241, 0.0072
Si, 7.0347, 0.6566, 19.7678, -0.0087, 0.0117, 0.0203
Si, 12.3128, -5.7605, 17.4776, -0.0015, -0.0058, 0.0499
Si, 2.6923, 9.474, 20.2581, -0.009, 0.0269, 0.0375
Si, 9.2855, 6.3104, 14.8282, 0.005, 0.011, 0.051
Si, 2.659, 11.1566, 17.6621, 0.0037, -0.0072, 0.0535
Si, -2.1074, 9.8805, 17.8052, -0.0039, -0.0011, 0.038
Si, 4.7584, 0.3663, 21.6915, -0.0178, -0.0106, 0.0465
Si, 9.348, 12.4375, 10.1969, 0.0717, 0.1413, -0.0381
Si, 4.4539, 11.2475, 10.2952, -0.0723, 0.027, 0.01
Si, 3.3428, 1.7406, 12.8443, -0.0744, 0.0029, 0.0014
Si, 9.0621, 8.5049, 12.9065, 0.0252, -0.0223, 0.0175
Si, 0.9965, 9.1403, 22.6804, -0.0065, 0.0136, 0.0119
Si, -0.1345, 0.8884, 16.441, 0.0037, 0.0015, 0.0417
Si, -1.1562, 0.2537, 13.8723, 0.0124, 0.0188, 0.053
Si, 0.3366, 13.0858, 12.1399, 0.004, 0.0167, 0.0251
Si, 5.5839, 5.049, 22.0685, 0.0238, -0.0141, 0.0106
Si, 6.8865, 4.8893, 15.3598, -0.009, -0.0072, 0.0362
Si, 5.276, 4.2629, 12.7347, 0.0043, -0.0034, 0.0392
Si, 4.5916, 11.2611, 15.4224, -0.0058, 0.0002, 0.0324
Si, 4.1015, 6.6653, 20.0488, 0.0087, 0.0071, 0.0094
Si, 4.3991, 5.1016, 17.3505, 0.0103, 0.0033, 0.0456
Si, -0.7965, 7.0452, 17.8447, -0.0052, -0.0116, 0.0408
Si, 4.9686, 12.9814, 17.8266, 0.0038, -0.0067, 0.0484
Si, 3.1112, 6.3275, 12.086, -0.0229, 0.0001, 0.0384
Si, 7.92, 3.1223, 21.4679, -0.0036, 0.016, 0.0324
Si, 9.5947, 6.9965, 22.8783, 0.0258, 0.0069, 0.0114
Si, 9.6811, 5.4267, 20.4126, -0.0252, -0.0052, 0.0167
Si, 11.8562, 4.8373, 10.7021, -0.0157, -0.0093, 0.0169
Si, -3.5309, 9.9518, 14.9631, -0.009, -0.0006, 0.0571
Si, 1.7296, 4.6753, 20.3636, -0.0076, -0.0186, 0.0065
Si, 7.1504, 10.4042, 10.1711, -0.2352, -0.3619, -0.936
Si, 9.3951, 6.5238, 10.5832, 0.0017, -0.0104, 0.007
O, 8.3073, 5.3479, 10.905, -0.0028, -0.0016, -0.0229
O, 9.9056, -1.0299, 12.8466, -0.0137, -0.0061, -0.028
O, 19.4211, 13.61, 10.9221, -0.0072, -0.0098, -0.0162
O, 2.7984, 5.867, 20.5838, 0.0036, -0.002, -0.0003
O, -2.8447, 4.0384, 16.1847, 0.0034, -0.0021, -0.0259
O, -4.7174, 15.0701, 14.066, 0.0063, 0.0043, -0.0184
O, 0.3122, 5.3075, 20.8028, 0.0144, -0.0011, 0.0028
O, 3.5601, 12.0105, 11.3787, 0.0497, 0.0067, 0.0274
O, -1.0746, 7.3496, 13.7307, -0.0131, -0.0091, -0.0035
O, -0.0277, 6.1299, 11.0336, -0.0017, 0, -0.0282
O, 1.6973, 4.2711, 18.7926, -0.0129, 0.0156, -0.0268
O, 7.8836, 1.6562, 20.7496, -0.0068, -0.0288, -0.0074
O, 3.8934, 0.7865, 14.0293, -0.0071, 0.0009, -0.0171
O, 2.2639, 10.0464, 18.7844, 0.0032, 0.0165, -0.0233
O, 1.3137, 9.1531, 21.079, 0.0221, 0.0025, -0.0333
O, 10.8825, 1.35, 10.7414, -0.0156, 0.0057, 0.0245
O, 9.8487, 0.1791, 17.5356, 0.0017, 0.0018, -0.0191
O, 9.7086, 8.5668, 18.261, -0.0031, 0.0051, -0.0131
O, 4.4403, 1.9426, 21.4097, 0.0049, -0.004, 0.0093
O, 2.9726, 18.6606, 11.2148, 0.0031, -0.016, -0.0014
O, 6.549, 3.9911, 21.3029, 0.0009, -0.0011, 0.0108
O, 9.0581, 3.9464, 20.6465, 0.0222, 0.0174, -0.0045
O, 3.7246, 8.2388, 20.0316, 0.0039, -0.0104, 0.0023
O, 0.8352, 6.7099, 17.8369, -0.0024, -0.0031, -0.0174
O, 3.4167, -0.4204, 21.2673, -0.0064, -0.0198, -0.0161
O, 1.3516, 11.9581, 17.0853, -0.0011, -0.0007, -0.0191
O, 1.7161, 12.7691, 12.9309, 0.0856, -0.0247, -0.0435
O, 0.3263, 3.7024, 11.7055, -0.0063, -0.0251, -0.0204
O, 9.9297, 4.8085, 14.565, -0.003, -0.0018, -0.0252
O, 2.4475, 16.1114, 11.1212, 0.0301, 0.0229, -0.0027
O, -14.2251, 6.203, 14.7526, 0.0059, 0.0051, -0.028
O, 5.9599, 11.0711, 11.0039, -0.1565, 0.1928, 0.1527
O, -2.6807, 11.2745, 14.4787, -0.0062, -0.0049, -0.0266
O, 10.8631, 10.9251, 15.0735, 0.0015, -0.003, -0.0255
O, 5.6117, 5.3595, 16.2806, -0.004, -0.0006, -0.0183
O, 4.5096, 6.2164, 18.5314, -0.0047, -0.0097, -0.0193
O, 13.7898, 5.2217, 16.6881, 0, -0.0033, -0.0227
O, 9.0329, 6.5196, 21.4331, 0.0012, -0.0213, -0.0343
O, 3.4881, 10.5133, 16.387, 0.0045, -0.0014, -0.0277
O, -0.3325, 8.2455, 22.82, -0.0026, -0.0053, 0.0149
O, 5.3255, 6.332, 21.0868, -0.0172, 0.0246, -0.0204
O, 5.8141, -0.6923, 15.0556, 0.0011, 0.0058, -0.0236
O, 2.1051, 3.3251, 21.1938, -0.0201, 0.0248, -0.0095
O, -3.2612, 8.8467, 13.751, -0.0103, 0.0118, -0.0282
O, 2.2998, 6.63, 13.468, 0.0032, -0.0021, -0.0419
O, 3.6476, 1.281, 18.4078, 0.0011, 0.0062, -0.0279
O, 4.1696, 4.3345, 22.4492, -0.0019, 0.0017, 0.0144
O, 5.9706, -0.1225, 20.7279, 0.0243, 0.0011, -0.0163
O, -1.3215, 6.8345, 16.3274, -0.008, -0.0068, -0.0376
O, 0.083, 4.4341, 16.8168, 0.005, -0.0037, -0.0248
O, -0.8613, 1.6834, 13.1501, 0.0136, -0.0091, -0.0389
O, 4.6189, 5.7554, 12.4717, -0.002, -0.0088, -0.0337
O, -1.4876, 5.9762, 18.8889, 0.0083, 0.0127, -0.026
O, 4.0433, 14.1408, 12.9205, -0.0172, -0.0311, -0.0353
O, 6.296, 1.5869, 18.6429, -0.0143, 0.0029, -0.0238
O, -2.9815, 9.509, 16.4518, 0, 0.0011, -0.0255
O, 10.0906, 2.2839, 15.9651, -0.0034, 0.0126, -0.0222
O, 8.8726, 7.8932, 11.3744, -0.0099, 0.0395, 0.0162
O, 15.6321, 3.6312, 17.9848, -0.0026, 0.0035, -0.024
O, 3.9183, 9.7772, 9.9496, 0.0163, -0.036, -0.0168
O, 8.6104, 0.0286, 10.4395, 0.0425, -0.0219, 0.0556
O, 6.1724, 3.8519, 11.435, -0.012, 0.0085, -0.01
O, 7.8908, -0.526, 19.0343, 0.0111, -0.0108, -0.0127
O, 5.1537, 12.5746, 16.2399, 0, -0.0015, -0.0236
H, 2.6219, 6.1997, 14.2755, -0.0019, -0.0042, 0.0186

Results
free energy: -133981.524 eV
free energy less fixed offsets of H -15.97, O -568.88, Si -635.61 eV per atom: -3.594 eV

The program warned: the cutoff lies below the one the program advises for these potential files; the exchange-correlation potential is rough where the density is thin.
